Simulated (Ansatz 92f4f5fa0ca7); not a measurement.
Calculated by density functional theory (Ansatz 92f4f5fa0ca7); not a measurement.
Periodic cell of 273 atoms, Si157O104As12, from a study of silicon, its oxide and their interface. The atomic structure is a simulated model.
Doubt: the cutoff is far below the 930 eV that the study's wrapper takes by default for these files, so forces and energies are approximate.
This geometry differs little from another in the collection (a relaxation step or a small displacement).

Settings: functional PBE; potential files Ansatz PAW; basis plane waves; wave-function cutoff 580 eV; density cutoff ratio 5; exchange-correlation grid ratio 1; k mesh 1 x 1 x 1, Gamma-centred; self-consistency stop 5e-08 eV per atom in the density residual; occupations fixed; spin none; net charge 0.

Cell vectors (angstrom)
a, 11.6015, 0, 0
b, 0, 13.3963, 0
c, 0, 0, 31.4576

Atoms: element, x, y, z (angstrom)
Si, -0.0343, -0.3002, 24.9033
As, 3.8926, -0.1725, 24.4616
As, 7.727, -0.0916, 24.5636
Si, 1.8126, 3.3015, 24.4904
Si, 5.8778, 3.2877, 24.7172
As, 9.6765, 3.2098, 24.5964
As, -0.0522, 6.5773, 24.4358
As, 3.8734, 6.6237, 24.5073
Si, 7.6984, 6.3507, 24.7285
Si, 1.9777, 9.8784, 24.7119
As, 5.7265, 9.9237, 24.58
Si, 9.4719, 9.9974, 24.7738
Si, -0.0147, 2.0686, 25.489
Si, 3.8467, 2.1251, 25.2949
Si, 7.7528, 2.1145, 25.6276
Si, 1.9032, 5.5253, 25.4704
Si, 5.6998, 5.4639, 25.6405
Si, 9.7173, 5.4333, 25.6114
Si, -0.0756, 8.8348, 25.4056
Si, 3.8654, 8.7859, 25.6316
Si, 7.6332, 8.7109, 25.4868
Si, 2.0215, 12.1363, 25.6038
Si, 5.7997, 12.1773, 25.5931
Si, 9.5543, 12.177, 25.7208
Si, 0.027, 2.1377, 27.8673
Si, 3.8577, 2.2007, 27.7607
Si, 7.7298, 2.1695, 27.9524
Si, 1.9242, 5.5191, 27.853
Si, 5.7886, 5.5119, 27.9735
Si, 9.6853, 5.5274, 27.9415
Si, -0.026, 8.8926, 27.8213
Si, 3.8454, 8.8517, 27.959
Si, 7.7234, 8.8071, 27.8675
Si, 1.9555, 12.2017, 27.9371
Si, 5.792, 12.2244, 27.9261
Si, 9.6407, 12.2096, 28.0239
Si, 1.9632, 1.0672, 28.6669
Si, 5.7697, 1.0789, 28.6762
Si, 9.6754, 1.0659, 28.7108
Si, 0.0148, 4.393, 28.6784
Si, 3.8437, 4.3953, 28.6793
Si, 7.745, 4.4109, 28.7036
Si, 1.8908, 7.7635, 28.6741
Si, 5.7911, 7.7514, 28.7167
Si, 9.6772, 7.7689, 28.6899
Si, 0.0052, 11.1006, 28.6912
Si, 3.8702, 11.0965, 28.7168
Si, 7.7109, 11.0688, 28.7009
Si, 1.9336, 1.1164, 31.0627
Si, 5.8008, 1.1164, 31.0627
Si, 9.6679, 1.1164, 31.0627
Si, 0, 4.4654, 31.0627
Si, 3.8672, 4.4654, 31.0627
Si, 7.7343, 4.4654, 31.0627
Si, 1.9336, 7.8145, 31.0627
Si, 5.8008, 7.8145, 31.0627
Si, 9.6679, 7.8145, 31.0627
Si, 0, 11.1635, 31.0627
Si, 3.8672, 11.1635, 31.0627
Si, 7.7343, 11.1635, 31.0627
Si, 0, 0, 0.3944
Si, 3.8672, 0, 0.3944
Si, 7.7343, 0, 0.3944
Si, 1.9336, 3.3491, 0.3944
Si, 5.8008, 3.3491, 0.3944
Si, 9.6679, 3.3491, 0.3944
Si, 0, 6.6981, 0.3944
Si, 3.8672, 6.6981, 0.3944
Si, 7.7343, 6.6981, 0.3944
Si, 1.9336, 10.0472, 0.3944
Si, 5.8008, 10.0472, 0.3944
Si, 9.6679, 10.0472, 0.3944
Si, -0.0125, 0.0708, 2.7596
Si, 3.8598, 0.0637, 2.7812
Si, 7.7211, 0.0548, 2.7783
Si, 1.9722, 3.3821, 2.7636
Si, 5.862, 3.3988, 2.7671
Si, 9.724, 3.3526, 2.7379
Si, 0.0293, 6.7827, 2.7813
Si, 3.8848, 6.755, 2.7586
Si, 7.7552, 6.7546, 2.7385
Si, 1.9394, 10.1323, 2.7857
Si, 5.7964, 10.1081, 2.7329
Si, 9.6905, 10.0996, 2.7607
Si, 0.0552, 2.2778, 3.6092
Si, 3.9316, 2.3015, 3.5568
Si, 7.807, 2.2811, 3.5911
Si, 1.9557, 5.6222, 3.5079
Si, 5.8304, 5.6462, 3.5231
Si, 9.6968, 5.5954, 3.4165
Si, 0.0258, 9.054, 3.642
Si, 3.8811, 9.01, 3.5458
Si, 7.7312, 9.0061, 3.4761
Si, 1.8947, 12.3963, 3.5816
Si, 5.7791, 12.3284, 3.569
Si, 9.664, 12.3323, 3.5291
Si, 0.0811, 2.3923, 6.0115
Si, 4.0287, 2.4499, 5.9125
Si, 7.8819, 2.3999, 5.9792
Si, 1.986, 5.6696, 5.8276
Si, 5.8576, 5.73, 5.8583
Si, 9.7109, 5.6151, 5.7091
Si, 0.0998, 9.1207, 6.0463
Si, 3.918, 9.0141, 5.8877
Si, 7.7165, 9.0635, 5.7988
Si, 1.8773, 12.5608, 5.9652
Si, 5.816, 12.3529, 5.9413
Si, 9.5949, 12.3541, 5.8823
Si, 2.1282, 1.4575, 6.8326
Si, 5.966, 1.2376, 6.6874
Si, 9.7938, 1.1531, 6.8398
As, 0.0165, 4.6569, 6.904
As, 3.9415, 4.6641, 6.934
As, 7.8036, 4.6547, 6.9156
As, 2.0457, 7.8487, 6.882
As, 5.8565, 7.9305, 6.9282
Si, 9.684, 7.8683, 6.3991
Si, -0.0726, 11.4958, 6.9561
Si, 3.7385, 11.3208, 6.6705
As, 7.7155, 11.2095, 6.955
O, 3.2618, 11.5339, 8.2701
O, 6.1385, 1.1313, 8.332
O, 2.4104, 1.7859, 8.4752
O, 9.473, 7.4772, 7.9959
O, 11.3043, 11.9554, 8.6038
O, 9.9587, 0.8493, 8.5036
O, 9.1639, 10.331, 23.1639
O, 2.194, 9.7741, 23.0503
O, 6.2298, 3.5596, 23.0889
O, 7.6962, 5.8364, 23.1112
O, 1.5251, 3.4968, 22.82
O, 11.4572, 12.524, 23.3181
Si, 10.0669, 9.4033, 17.8514
Si, 14.9668, -6.9918, 11.6279
Si, 6.0558, 11.5579, 11.0267
Si, 12.82, 9.4224, 18.9511
Si, 12.3098, 12.9185, 21.9857
Si, 0.978, 2.5555, 21.5717
Si, 2.9595, 2.3128, 19.0062
Si, 24.5793, 8.367, 10.2529
Si, 17.5634, 3.6888, 13.5602
Si, 4.2505, 15.3164, 11.9178
Si, 3.8164, 8.8217, 13.0412
Si, 17.1197, 2.7573, 16.3631
Si, 4.5384, -0.3715, 18.8896
Si, 13.491, 12.1288, 17.7241
Si, 10.1863, 7.8771, 9.3757
Si, -0.405, -3.8567, 12.6628
Si, 6.6221, 6.6067, 14.5974
Si, 17.635, 7.6728, 11.7519
Si, 9.5892, 2.8488, 15.4096
Si, 9.4541, 2.6209, 20.835
Si, 2.526, 7.5461, 17.1009
Si, 2.5717, 10.5069, 21.6418
Si, 10.421, 12.503, 17.5635
Si, 17.2171, -2.5474, 20.7416
Si, 10.1174, 13.8019, 12.4674
Si, 8.766, 13.3556, 15.1096
Si, 5.0313, 8.9523, 15.8823
Si, 8.3351, 10.5584, 21.8003
Si, 2.7279, 1.1664, 16.2948
Si, 8.4465, 9.4265, 11.118
Si, 4.1158, 4.9912, 17.8572
Si, 8.3738, 2.8798, 11.5343
Si, 16.0105, -0.8011, 13.4595
Si, 13.3604, 15.2625, 9.9779
Si, 13.599, -2.1426, 12.3843
Si, -0.7087, -0.0895, 9.4988
Si, 3.2715, -2.49, 9.7658
Si, 7.5792, -4.5956, 19.6215
Si, 7.261, 4.5095, 22.2269
Si, 8.0627, 3.3644, 18.0401
Si, 6.4342, 14.5538, 9.914
Si, 5.9495, 11.9705, 16.1468
Si, 12.23, 1.9838, 14.0664
Si, 9.4599, 5.7582, 14.4008
Si, 24.4331, 4.1629, 11.7582
Si, 11.4499, 7.8578, 15.4209
Si, 6.6176, 5.7405, 19.4275
Si, 10.0337, 18.9019, 11.4823
Si, 9.776, -0.341, 20.413
O, 5.3825, -1.7025, 12.5116
O, 11.1525, 2.4202, 15.2197
O, 10.0358, 10.9453, 17.3692
O, 8.5596, 9.0235, 18.3347
O, 12.6539, 3.2137, 13.0776
O, 14.3828, 15.0592, 11.2518
O, 4.1721, 10.3695, 21.3398
O, 9.2259, 3.395, 16.8987
O, 5.4363, -0.7099, 17.5404
O, 7.761, 2.0451, 10.2681
O, 4.9221, 12.4174, 14.9759
O, 21.4903, 6.6416, 10.36
O, 8.4353, 9.1528, 20.9689
O, 21.0595, 9.2749, 9.8418
O, 10.1815, -0.3567, 10.9884
O, 18.2652, 7.4513, 13.2266
O, 4.2169, 1.2294, 19.1961
O, 5.1453, 5.8767, 18.7498
O, 20.9812, 6.1572, 12.8253
O, 21.0061, 4.1321, 14.4215
O, 6.5169, -0.3752, 10.4643
O, 10.5125, 8.4645, 16.605
O, 2.5299, -0.4745, 16.4289
O, 17.4788, 5.2193, 14.1398
O, 8.9505, 11.778, 20.9327
O, 3.5208, 3.8247, 18.8171
O, 11.9974, 12.7604, 17.8945
O, 8.5923, 1.5919, 15.0766
O, 15.9375, 9.3419, 14.4669
O, 11.3971, 8.866, 14.1351
O, 1.8437, 7.9839, 18.5162
O, 5.8722, 10.3099, 16.3268
O, 12.719, 16.7295, 10.3394
O, 13.7113, 1.857, 17.6643
O, 9.5784, -0.2156, 18.7934
O, 11.0661, 2.9708, 21.0425
O, 4.5725, 3.2816, 12.7817
O, 3.8138, -4.8525, 16.8891
O, 8.5676, 3.6247, 21.7642
O, 16.6081, -6.9474, 11.2222
O, 5.2127, 15.3309, 10.625
O, 6.7284, 2.5284, 17.4841
O, 14.9021, 7.2603, 13.0465
O, 1.7478, 9.8081, 20.4281
O, 11.9998, 8.6502, 11.5486
O, 2.4373, -1.6049, 10.8832
O, 2.9891, 5.9856, 17.2293
O, 9.4001, 1.8662, 12.2904
O, 17.7698, 2.7532, 14.8769
O, 1.9709, 2.4733, 20.2843
O, 16.4709, 4.2355, 16.6255
O, 11.8035, 8.0746, 9.1355
O, 10.0205, -0.2409, 16.1368
O, 5.3915, -1.0552, 20.1003
O, 1.0653, 14.4752, 22.2434
O, 9.5598, 9.5745, 12.3626
O, 7.4495, 12.5259, 15.6792
O, 9.2353, 4.1629, 11.0101
O, 10.8176, 6.387, 15.055
O, 14.283, 4.9394, 11.8348
O, 18.8064, 3.4301, 12.5356
O, 0.0146, 18.6346, 11.7596
O, 13.9928, 7.1195, 10.5213
O, 14.6331, -1.0461, 18.8804
O, 5.918, 7.5721, 15.7237
O, 11.365, 12.7565, 20.6757
O, 16.604, 8.9341, 11.9191
O, 16.163, 0.7357, 12.9797
O, 18.7768, 7.2409, 19.6332
O, 7.3813, 8.1435, 10.9481
O, 4.8881, -2.5146, 10.086
O, 7.5981, 4.8851, 18.4319
O, 11.5937, 0.7579, 13.1491
O, 1.407, 7.6788, 15.902
O, 7.4577, 10.721, 11.111
O, 2.3984, 9.5231, 9.7101
O, 11.1891, 9.2819, 19.0416
O, 6.7354, -2.4549, 21.9392
O, 8.8371, 2.731, 19.3255
O, 2.0771, 12.0659, 21.7746
O, 1.9814, 1.5885, 14.9095
O, 2.6036, 9.7537, 12.5654
O, 8.1302, 6.3357, 15.1546
O, 0.6253, 0.7135, 9.9687
O, 9.2967, 14.4161, 21.1886
O, 2.8044, -1.187, 13.4277
O, 13.2472, 10.5022, 17.7603
O, 6.2338, 9.7744, 19.631
O, 4.3129, 1.6344, 16.3073
O, 6.492, 5.0042, 20.8772
O, 9.2247, 12.9292, 13.5703
O, 11.9764, 11.0301, 12.6328

Results
free energy: -217229.998 eV
free energy less fixed offsets of As -4856.12, O -568.88, Si -635.61 eV per atom: -2.268 eV

Forces (eV/angstrom), in the order of the atoms: element, x, y, z
Si, 0.0086, 0.0385, -0.0242
As, 0.0311, 0.0015, 0.0707
As, -0.0166, 0.0392, 0.0935
Si, 0.0064, -0.0617, 0.083
Si, -0.0056, -0.0063, 0.0379
As, -0.0596, 0.006, 0.0938
As, 0.005, 0.0352, 0.082
As, -0.0064, 0.0165, 0.0471
Si, -0.026, 0.0353, 0.0223
Si, 0.0146, 0.0885, 0.0125
As, -0.0283, -0.0118, 0.0279
Si, 0.0791, 0.075, 0.0373
Si, 0.1321, -0.0059, -0.1375
Si, -0.0905, 0.0751, -0.0578
Si, 0.0213, 0.0263, -0.1783
Si, 0.0122, -0.0339, -0.0746
Si, 0.0211, -0.0209, -0.0435
Si, -0.0064, -0.0245, -0.1737
Si, -0.056, -0.0068, -0.0602
Si, 0.024, -0.038, -0.1122
Si, -0.0204, -0.071, -0.1054
Si, -0.0728, -0.0717, -0.1882
Si, -0.0056, 0.0138, -0.1362
Si, 0.001, -0.0482, -0.108
Si, -0.1183, 0.0683, 0.0423
Si, 0.0215, -0.063, -0.0239
Si, 0.072, -0.0273, 0.0761
Si, -0.0011, 0.053, 0.014
Si, -0.0436, 0.0201, -0.0046
Si, 0.0345, -0.0592, 0.0804
Si, 0.0295, -0.0391, -0.0107
Si, 0.0702, 0.0221, 0.0265
Si, -0.0704, 0.0703, 0.047
Si, 0.0207, 0.0442, 0.0845
Si, 0.024, -0.0069, 0.0739
Si, -0.0311, 0.043, 0.0325
Si, 0.0729, -0.0266, 0.0482
Si, -0.0739, 0.0177, 0.019
Si, 0.0306, 0.0293, 0.0576
Si, -0.0133, -0.069, 0.0571
Si, 0.0258, 0.0195, 0.0305
Si, 0.0031, 0.0109, -0.0029
Si, -0.0442, -0.0571, 0.0399
Si, 0.007, 0.0065, 0.0303
Si, 0.0185, 0.0219, -0.0055
Si, -0.0095, 0.0123, 0.0215
Si, 0.0105, -0.0054, 0.0056
Si, -0.0139, -0.0546, 0.0211
Si, 0.1276, -0.006, -0.2019
Si, -0.1403, -0.0015, -0.1082
Si, 0.0731, 0.0415, 0.0288
Si, 0.0356, -0.178, -0.0448
Si, -0.1243, -0.1703, -0.0358
Si, -0.0086, -0.0538, 0.0949
Si, -0.1683, -0.1356, -0.1346
Si, 0.0212, -0.0631, 0.1252
Si, 0.0419, -0.02, -0.0383
Si, 0.0424, -0.1707, -0.0126
Si, 0.0471, -0.1154, 0.1557
Si, -0.1292, -0.2477, 0.0719
Si, -0.0535, 0.1386, -0.0922
Si, -0.0349, 0.0881, 0.1477
Si, -0.0133, 0.1056, -0.0217
Si, 0.0183, 0.0016, 0.0566
Si, 0.131, 0.0364, 0.026
Si, 0.1076, -0.1369, -0.1518
Si, 0.0972, 0.2663, 0.1207
Si, 0.0461, 0.1133, -0.108
Si, -0.0332, 0.0805, -0.2028
Si, -0.0039, 0.1778, 0.161
Si, -0.0312, 0.1462, -0.1247
Si, 0.0834, 0.048, -0.0098
Si, 0.0087, -0.0002, -0.0163
Si, -0.0496, -0.0262, -0.0206
Si, -0.0187, -0.0559, -0.048
Si, 0.0079, -0.0367, -0.0262
Si, 0.0447, -0.0268, 0.0033
Si, 0.0249, -0.0068, -0.026
Si, -0.0166, 0.0725, -0.0246
Si, -0.0119, 0.0481, -0.0098
Si, 0.0163, -0.0213, 0.0061
Si, -0.0055, 0.0539, -0.0327
Si, 0.0156, 0.0353, -0.0273
Si, 0.0072, 0.0134, -0.0114
Si, -0.0435, 0.0537, 0.0052
Si, -0.0235, 0.0365, -0.0398
Si, -0.0227, 0.0349, -0.0057
Si, 0.0144, 0.0268, -0.0735
Si, -0.0298, 0.0173, -0.0437
Si, -0.0047, -0.0198, -0.0583
Si, 0.033, -0.092, -0.0591
Si, -0.008, -0.0743, -0.0751
Si, -0.0416, 0.0087, -0.0409
Si, 0.0572, -0.053, -0.003
Si, 0.0705, -0.0276, -0.0025
Si, -0.0587, 0.0179, 0.0027
Si, 0.0493, -0.0038, 0.0506
Si, 0.0919, 0.0287, 0.0916
Si, 0.0723, 0.0078, 0.0808
Si, -0.0253, -0.0003, 0.1728
Si, -0.0053, -0.0086, 0.1479
Si, -0.0155, -0.0646, 0.1086
Si, -0.0124, 0.0278, 0.1734
Si, -0.0367, 0.0073, 0.1877
Si, -0.056, -0.0146, 0.1374
Si, -0.0764, 0.0611, 0.0996
Si, -0.0789, 0.0032, 0.0832
Si, 0.0174, 0.0143, 0.1134
Si, -0.0946, -0.0611, 0.0334
Si, -0.0585, -0.0509, -0.0265
Si, -0.0104, -0.0101, -0.0677
As, -0.0322, 0.0136, -0.0537
As, 0.0304, -0.0149, -0.1041
As, -0.0074, -0.008, -0.0598
As, -0.0202, 0.0156, -0.1496
As, 0.0563, 0.0109, -0.1175
Si, 0.0836, 0.0311, 0.048
Si, 0.0148, 0.0121, -0.0785
Si, 0.0822, -0.0254, -0.068
As, 0.0284, 0.0027, -0.0695
O, -0.0061, -0.027, 0.0165
O, 0.0175, 0.0216, -0.0127
O, -0.0122, 0.0044, -0.0031
O, -0.0096, 0.0108, -0.073
O, -0.0102, 0.0123, 0.051
O, 0.0008, -0.0034, 0.0188
O, -0.0323, -0.0262, 0.0372
O, 0.0133, -0.0062, 0.0392
O, 0.0301, 0.0151, -0.0069
O, 0.0063, -0.0133, -0.0031
O, -0.0297, 0.0007, -0.0666
O, 0.0254, -0.0245, 0.0545
Si, -0.0001, 0.005, -0.0069
Si, -0.0116, -0.0136, 0.0646
Si, -0.0103, 0.0023, 0.033
Si, -0.0117, 0.0091, -0.0111
Si, -0.0294, 0.0586, 0.0547
Si, 0.0435, 0.0155, 0.0824
Si, -0.0233, 0.0051, 0.0138
Si, -0.0253, 0.0331, 0.0513
Si, -0.01, -0.0073, 0.0064
Si, 0.0072, -0.0148, 0.0291
Si, -0.0086, 0.0099, 0.0321
Si, 0.0019, 0.0063, 0.0002
Si, -0.0054, 0.0097, -0.0258
Si, -0.0054, 0.0085, -0.0119
Si, 0.0043, 0.044, -0.0443
Si, -0.0007, 0.0112, 0.0275
Si, -0.0021, 0.0015, 0.0047
Si, 0.0052, 0.0149, 0.0378
Si, 0.001, 0.0016, 0.0012
Si, 0.0376, 0.0024, -0.024
Si, -0.0114, 0.0018, -0.0068
Si, -0.0242, 0.0195, 0.0156
Si, -0.0084, -0.0022, -0.0033
Si, -0.0008, -0.0136, -0.0406
Si, 0.0072, 0.014, 0.0205
Si, 0.013, -0.0058, 0.0031
Si, -0.0072, -0.0062, -0.0205
Si, 0.0287, -0.0056, 0.0051
Si, -0.0093, -0.0018, -0.004
Si, 0.0218, 0.0045, 0.0161
Si, 0.0107, 0.0019, -0.0001
Si, -0.0032, -0.0075, 0.0331
Si, -0.0003, 0.0003, 0.0073
Si, 0.0069, -0.0176, -0.0478
Si, -0.0101, -0.0035, 0.0288
Si, -0.0026, -0.0357, -0.0633
Si, -0.0114, 0.0364, -0.0296
Si, 0.0101, -0.0164, -0.0181
Si, -0.0198, 0.0081, 0.0508
Si, 0.0077, 0.0049, 0.0011
Si, -0.0108, -0.0015, -0.0269
Si, -0.0074, 0.0084, -0.0137
Si, -0.003, 0.0035, 0.0043
Si, -0.001, 0.0046, 0.0072
Si, -0.0007, -0.0158, 0.0308
Si, -0.0109, 0.0193, 0.0044
Si, -0.0016, 0.0066, -0.004
Si, 0.0099, -0.0161, 0.0395
Si, 0.0118, 0.0104, -0.0173
O, -0.0006, 0.0122, -0.011
O, -0.0038, 0.0072, 0.0046
O, 0.0002, 0.0016, 0.0029
O, 0.0063, 0.0065, 0.0063
O, -0.0031, -0.0028, -0.0037
O, 0.0107, 0.0053, -0.0003
O, 0.0259, 0.0083, 0.0138
O, 0.0017, -0.0041, 0.0044
O, 0.0039, 0.0009, 0.0039
O, 0.008, 0.0011, -0.0191
O, -0.001, -0.0009, 0.0043
O, -0.0124, -0.0289, -0.0071
O, -0.0116, 0.0176, 0.0221
O, -0.0149, -0.0086, 0.0156
O, -0.0062, -0.0013, -0.0014
O, -0.0009, -0.0095, -0.0042
O, 0.0038, -0.0118, 0.018
O, -0.0028, -0.0058, 0.0087
O, 0.0002, 0.0002, -0.0085
O, 0.0022, -0.0014, -0.0048
O, 0.0069, -0.0045, -0.0077
O, 0.0052, -0.0072, -0.0015
O, 0.0001, 0.0019, 0.006
O, 0.0016, 0.005, -0.0008
O, -0.0095, -0.0098, 0.0203
O, 0.0034, -0.0012, 0.0061
O, 0.0088, -0.0005, 0.0055
O, -0.0057, 0.0025, 0.0018
O, 0.0007, -0.0065, -0.0035
O, 0.0037, -0.0071, 0.0025
O, 0.0048, -0.0037, 0.0089
O, -0.0004, -0.0025, 0.0058
O, -0.0079, 0.0271, -0.0074
O, -0.0043, 0.006, 0.0055
O, 0.0048, -0.0068, 0.0026
O, -0.0592, -0.006, -0.0144
O, 0.003, -0.0036, -0.0108
O, 0.0005, 0.0032, 0.0082
O, 0.0158, -0.0132, 0.0304
O, 0.0002, 0.0032, -0.0308
O, -0.0135, 0.0065, -0.002
O, -0.0121, -0.0048, 0.0018
O, -0.0008, 0.0013, -0.02
O, 0.0089, -0.0069, 0.0149
O, 0.0105, -0.0145, -0.0367
O, -0.0033, 0.0004, -0.0049
O, -0.0025, 0.0014, 0.0017
O, -0.0053, -0.0069, -0.0099
O, 0.004, 0.0029, 0.0028
O, 0.0222, -0.0202, -0.0183
O, -0.0011, -0.0046, -0.004
O, 0.033, -0.0131, -0.0046
O, -0.004, 0.0012, 0
O, 0.0013, -0.0078, 0.037
O, 0.0121, -0.0051, -0.0271
O, -0.0085, -0.0012, -0.0188
O, -0.0064, -0.002, 0.0026
O, 0.0008, 0.0089, -0.0284
O, -0.0024, -0.0084, 0.0009
O, 0.0056, 0.0143, -0.0368
O, -0.0002, 0.0037, -0.0188
O, -0.0078, 0.0017, -0.0265
O, -0.003, -0.0017, -0.0241
O, 0.0004, -0.0001, 0.022
O, 0.0044, 0.002, 0.0018
O, -0.0092, -0.0052, 0.0124
O, 0.0043, -0.007, -0.0171
O, 0.0034, -0.0013, -0.0087
O, -0.0037, -0.0044, 0.0226
O, -0.0151, -0.0112, -0.0187
O, 0.01, -0.0067, -0.0066
O, -0.0003, -0.0084, 0.0078
O, -0.0023, -0.0005, -0.0078
O, -0.0002, -0.0031, 0.002
O, -0.0053, -0.002, -0.015
O, -0.001, -0.0372, -0.0156
O, 0.0092, 0.0014, 0.0141
O, -0.0263, 0.0038, 0.0196
O, -0.0022, 0.0129, 0.0228
O, 0.0254, -0.0256, 0.0042
O, -0.002, 0.0024, 0.004
O, 0.0003, -0.0044, -0.0067
O, -0.0038, 0.0031, 0.0002
O, 0.0116, 0.0125, -0.0074
O, -0.0126, 0.0033, 0.0101
O, -0.002, -0.0054, -0.0092
O, 0.0042, 0.0048, 0.0089
O, -0.0161, 0.0212, 0.0346
O, 0.0114, 0.0038, 0.0043
O, 0.0023, 0.0099, -0.0086
O, -0.0086, 0.0001, 0.0005
O, 0.0046, -0.0028, -0.0132

The program warned: the cutoff lies below the one the program advises for these potential files; the forces do not sum to zero within the program's tolerance; the exchange-correlation potential is rough where the density is thin.
